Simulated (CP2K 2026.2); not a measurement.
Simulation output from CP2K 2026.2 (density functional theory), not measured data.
Periodic cell of 443 atoms, Si320O123, from a study of silicon, its oxide and their interface. The atomic structure is a simulated model.
Doubt: the forces sum to 2.60 eV/angstrom along one axis rather than to zero, so they err by at least 0.0059 eV/angstrom per atom on average; the grid cutoff is modest.

Settings
functional: PBE
method: Gaussian and plane waves
basis set: DZVP-MOLOPT-SR-GTH
pseudopotentials: GTH-PBE
grid cutoff: 350 Ry, relative cutoff 50 Ry
k points: Gamma only
occupations: fixed
spin: none
net charge: 0

Cell vectors (angstrom)
a	15.3866	0	0
b	0	15.3866	0
c	-0.7489	-0.3696	33.0447

Atoms and the computed forces on them: element, x, y, z (angstrom), force x, y, z (eV/angstrom)
Si	14.5436	12.7498	28.3655	0.1585	0.1976	0.7551
Si	14.4509	1.9791	28.3633	0.1714	-0.185	0.7421
Si	14.5226	5.0888	28.3489	0.01	0.1479	0.7691
Si	14.4952	9.6161	28.313	0.1573	-0.2182	0.7814
Si	3.1643	13.5804	28.1671	-0.1012	-0.4118	0.7464
Si	3.0805	1.3846	28.3045	-0.1043	0.3121	0.7851
Si	3.0787	5.6894	28.2992	-0.1291	-0.2842	0.7582
Si	3.1244	8.8602	28.3009	-0.0663	0.2098	0.7484
Si	6.9719	12.917	28.33	-0.021	0.1983	0.7208
Si	6.8429	1.9594	28.2991	0.0597	-0.2224	0.7486
Si	6.7476	5.0965	28.4448	0.1493	0.1314	0.7118
Si	6.948	9.7579	28.2555	-0.0343	-0.2722	0.7618
Si	10.8547	13.3397	28.3413	-0.092	-0.2019	0.7572
Si	10.7702	1.1271	28.2004	-0.1077	0.319	0.7488
Si	10.6863	5.7981	28.4023	-0.0249	-0.1186	0.7142
Si	10.8097	8.9465	28.2962	-0.0946	0.2112	0.7735
Si	1.2001	13.1023	29.4652	0.0174	0.0007	-0.0512
Si	1.0871	1.6268	29.5406	0	-0.0066	-0.0358
Si	1.1115	5.3892	29.5804	0.0027	0.0126	-0.0501
Si	1.1279	9.2573	29.5061	-0.0015	0.0113	-0.0438
Si	5.0038	13.1796	29.5918	-0.0008	0.0047	-0.034
Si	4.9645	1.6348	29.6733	-0.0155	-0.0028	-0.0143
Si	4.8879	5.3923	29.7735	-0.0125	0.0311	-0.0339
Si	5.034	9.2811	29.59	-0.0079	0.0163	-0.0373
Si	8.8949	13.1129	29.6316	-0.0025	0.0093	-0.0363
Si	8.8318	1.5818	29.508	0.0008	0.0041	-0.0529
Si	8.7414	5.4854	29.6521	-0.0094	-0.011	-0.0412
Si	8.8494	9.3208	29.5707	0.0057	-0.0037	-0.0429
Si	12.6951	13.0882	29.749	0.0274	0.0069	-0.0205
Si	12.5727	1.6117	29.6717	0.013	-0.0083	-0.017
Si	12.6184	5.4255	29.6807	0.0016	-0.0084	-0.0292
Si	12.6542	9.2845	29.7109	0.0107	0.0039	-0.0348
Si	1.1123	15.041	30.8695	-0.0097	-0.0022	0.0257
Si	1.1275	3.4972	30.9768	-0.0029	-0.009	0.0227
Si	1.0926	7.3492	30.9155	-0.0124	-0.0003	0.0411
Si	1.1848	11.1926	30.8851	-0.0092	0.0007	0.0292
Si	5.0041	-0.314	30.9888	0.0267	0.0039	0.0399
Si	4.9053	3.4876	31.099	-0.0059	-0.0124	0.042
Si	5.0159	7.3864	31.0072	-0.0013	-0.0127	0.0535
Si	4.9508	11.2234	30.938	-0.0116	0.001	0.0302
Si	8.8205	-0.3128	30.9408	-0.0206	-0.0038	0.032
Si	8.8367	3.5008	30.9368	-0.0024	-0.0046	0.0267
Si	8.7649	7.4124	30.9844	-0.0195	0.0085	0.0307
Si	8.8695	11.2023	30.9912	0.0104	-0.0032	0.0291
Si	12.6932	-0.3222	31.0191	0.0284	0.0108	0.0438
Si	12.5641	3.514	31.0423	-0.0015	0.0069	0.0526
Si	12.6918	7.3486	31.0316	0.0115	-0.0066	0.0466
Si	12.6231	11.1814	31.0837	-0.0019	0.002	0.0483
Si	14.6322	-0.3342	32.3304	-0.0088	-0.005	0.0081
Si	14.5651	3.5039	32.3179	-0.0189	-0.0006	-0.0104
Si	14.6168	7.352	32.3612	-0.006	-0.0026	0.0127
Si	14.6386	11.1995	32.2995	-0.0083	-0.0003	-0.0172
Si	3.0272	-0.3272	32.2828	0.0086	0.0002	-0.0218
Si	2.9871	3.4923	32.4138	0.0078	-0.003	0.016
Si	3.0294	7.3795	32.2931	0.014	-0.011	-0.0258
Si	3.047	11.2041	32.3213	0.0077	0.0016	0.0051
Si	6.9222	-0.3261	32.3416	-0.0086	-0.0039	0.0224
Si	6.9101	3.4979	32.3313	-0.0033	0.0208	-0.0176
Si	6.8977	7.3785	32.393	0.0038	0.0034	0.0261
Si	6.8968	11.2142	32.2971	-0.0124	-0.0099	-0.0173
Si	10.7336	-0.3194	32.3335	0.0053	-0.0014	-0.0255
Si	10.6774	3.5205	32.4009	-0.0018	0.0145	0.0138
Si	10.7184	7.3722	32.3309	0.0001	0.0018	-0.0183
Si	10.7199	11.2036	32.4254	-0.0001	0.0059	0.0281
Si	0.0019	13.4907	11.5197	-0.0068	-0.0013	-0.0107
Si	-0.0152	1.9442	11.495	-0.005	0.0054	-0.0148
Si	-0.0623	5.8044	11.5236	0.0105	-0.008	-0.0211
Si	-0.0123	9.6554	11.5614	-0.0045	0.0053	0.001
Si	3.791	13.4821	11.5575	0.0003	0.0094	-0.0226
Si	3.7774	1.9675	11.5508	-0.0022	-0.0089	-0.001
Si	3.7616	5.8309	11.5484	0.0058	-0.014	-0.0009
Si	3.7787	9.671	11.6076	-0.0059	0.0103	-0.0141
Si	7.6941	13.5042	11.5473	0.0014	0.0071	-0.0211
Si	7.6678	1.969	11.5465	0.0229	-0.0214	0.0023
Si	7.6206	5.8477	11.608	-0.0128	-0.0164	0.0036
Si	7.6653	9.6508	11.6159	0.0118	0.0176	-0.0029
Si	11.4769	13.4889	11.5455	-0.0244	-0.0006	-0.0058
Si	11.42	1.9541	11.515	-0.0149	0	0.006
Si	11.4101	5.8256	11.5281	0.0172	0.003	-0.0054
Si	11.4398	9.673	11.5788	-0.013	-0.0061	-0.0049
Si	1.8844	13.4793	12.9543	0.0145	-0.0143	0.0098
Si	1.8623	1.9206	12.9327	0.0127	0.0003	0.0074
Si	1.8436	5.802	12.9113	-0.0143	-0.0197	0.0021
Si	1.8691	9.6715	13.0139	0.0091	-0.0126	0.0177
Si	5.7531	13.5038	12.8476	-0.0188	-0.0056	-0.0118
Si	5.7305	1.9913	12.8578	-0.005	0.0323	-0.0146
Si	5.6555	5.8709	12.9356	0.0137	-0.0019	0.0061
Si	5.7217	9.6579	12.9468	-0.0004	0.0002	0.0141
Si	9.5882	13.4815	12.9711	0.0097	-0.006	0.0267
Si	9.5483	1.9561	12.9794	0.004	0.0267	-0.0279
Si	9.5434	5.8516	12.9885	-0.0048	0.0069	0.0205
Si	9.5636	9.6941	13.0498	-0.0131	-0.0186	-0.0011
Si	13.4489	13.4747	12.818	0.0296	0.0048	-0.018
Si	13.3999	1.9443	12.7431	0.0054	-0.0046	-0.0429
Si	13.3582	5.805	12.8111	-0.0018	-0.0105	-0.057
Si	13.4121	9.6458	12.8447	0.0043	-0.0038	-0.0402
Si	1.9039	-0.0004	14.3384	-0.0043	0.0296	-0.0429
Si	1.829	3.8648	14.2534	0.0067	-0.0114	-0.0526
Si	1.7814	7.6932	14.3195	0.0348	0.0097	-0.0043
Si	1.909	11.6115	14.4089	-0.0128	-0.0035	-0.0047
Si	5.7215	0.0485	14.1632	0.0267	-0.0117	-0.0127
Si	5.7058	3.9121	14.2216	0.0002	0.0048	-0.0568
Si	5.5942	7.7731	14.369	-0.0643	-0.0343	0.0177
Si	5.8553	11.6201	14.2388	0.0381	-0.0147	0.0079
Si	9.5664	0.006	14.3425	0.0197	0.0582	-0.0473
Si	9.5303	3.9081	14.3322	-0.015	-0.0426	-0.0392
Si	9.5406	7.7619	14.4196	0.0017	-0.0034	-0.0037
Si	9.6194	11.6261	14.4626	0.0039	-0.028	-0.013
Si	13.4468	0.0465	14.0836	-0.0087	-0.0052	0.0005
Si	13.342	3.8426	14.0749	-0.0099	0.0114	-0.0064
Si	13.3435	7.7127	14.1629	-0.0061	-0.0197	-0.0045
Si	13.4818	11.5631	14.1799	0.0032	-0.0114	0.0023
Si	-0.108	0.0228	15.5539	0.0093	-0.026	0.0658
Si	-0.1776	3.8932	15.4615	0.0107	0.0175	0.067
Si	-0.1954	7.6885	15.5971	0.0002	0.0242	0.077
Si	-0.0925	11.5522	15.7066	0.0347	-0.0173	0.0881
Si	3.891	0.0482	15.6445	-0.0788	-0.0277	0.0068
Si	3.7727	3.785	15.5627	-0.0031	-0.0035	0.0099
Si	3.6056	7.6333	15.7793	0.1229	-0.4177	-0.3598
Si	3.9746	11.7612	15.5867	-0.0424	-0.0061	-0.0098
Si	7.5639	0.0036	15.6045	-0.006	0.0355	0.0249
Si	7.5819	3.9781	15.6637	0.0185	0.0218	0.0193
Si	7.543	7.7927	15.7063	0.022	0.014	0.0263
Si	7.6569	11.7053	15.8241	0.0411	-0.0354	0.032
Si	11.6124	-0.0244	15.5211	-0.0504	0.0255	0.0786
Si	11.5231	3.8492	15.5714	-0.0142	0.0134	0.0799
Si	11.5524	7.743	15.6987	-0.0377	0.0092	0.0987
Si	11.6774	11.5911	15.6698	-0.0237	-0.0324	0.066
Si	14.6857	13.5324	16.8577	-0.314	-0.0379	-0.6282
Si	14.9752	1.9995	16.7911	0.1606	-0.0905	-0.8111
Si	14.5651	5.7323	16.7592	-0.2433	0.1029	-0.6865
Si	14.7583	9.5688	16.9308	-0.324	0.1236	-0.6173
Si	4.6145	13.6141	16.912	0.2834	0.0177	-0.5257
Si	4.1461	1.9438	16.9714	-0.1855	-0.0232	-0.7661
Si	4.0108	5.6215	16.9329	-0.3105	0.1812	-0.6561
Si	4.1795	10.1989	17.2608	0.0454	0.3589	-0.5984
Si	7.0419	13.6434	17.1329	0.0019	-0.0113	0.0609
Si	7.2371	1.9782	16.7992	0.1046	0.0132	-0.7232
Si	7.1871	5.886	17.0375	0.3358	-0.0149	-0.7487
Si	7.2885	9.7175	17.0458	0.1405	0.0835	-0.7443
Si	12.2396	13.5477	16.8837	0.0281	-0.0091	-0.0285
Si	11.8943	1.8765	16.8318	-0.2517	0.0634	-0.7638
Si	12.1627	5.7423	16.8058	0.139	0.0714	-0.7271
Si	12.2662	9.6607	16.9312	0.2736	0.0221	-0.6928
Si	0.3127	14.5302	19.6229	-0.0422	-0.0225	-0.0855
Si	6.9491	5.9932	25.6446	-0.0637	0.1001	0.0058
Si	12.7609	3.075	20.8528	0.0969	-0.0073	-0.0326
Si	0.4925	7.5865	23.5528	-0.0509	0.0583	0.0169
Si	1.7926	1.7095	19.027	0.026	-0.0016	-0.1188
Si	3.8804	5.4448	19.8507	-0.1024	-0.0275	-0.0696
Si	0.6799	9.6263	19.8405	0.0414	-0.1561	-0.1262
Si	3.5137	8.3829	20.8011	-0.1661	-0.0084	-0.06
Si	5.7195	10.6238	20.9972	-0.0742	-0.0183	0.0242
Si	9.6201	2.3	18.8006	0.029	0.0281	-0.0347
Si	5.033	4.5007	23.8864	-0.0547	-0.0206	0.0068
Si	8.2814	6.2558	20.0482	-0.1412	-0.0623	-0.0897
Si	8.2123	13.0684	22.1149	-0.0552	0.0316	-0.0298
Si	12.9927	0.017	20.7668	0.0079	-0.1556	-0.0861
Si	13.3117	3.1519	23.9538	-0.076	0.04	0.0139
Si	12.329	5.9385	24.3592	0.1675	-0.0299	0.0681
Si	5.9606	12.2131	23.5437	0.1159	0.0604	-0.0404
Si	3.9807	12.2336	19.4335	-0.0495	0.0256	-0.153
Si	3.6051	9.4829	25.3462	0.0538	-0.0305	-0.0311
Si	1.1888	10.5849	23.7887	-0.027	-0.0273	0.1485
Si	3.9659	13.7542	25.3019	0.0772	0.0174	0.209
Si	1.6369	3.9554	21.2237	0.0269	-0.1338	-0.1733
Si	11.1125	10.5972	19.6944	0.0189	-0.0254	-0.1328
Si	0.9705	2.7522	24.0649	-0.0809	-0.0226	0.0136
Si	8.3592	9.3376	19.9658	0.0721	-0.053	-0.209
Si	6.3195	4.1136	21.0517	0.0688	0.0803	0.0456
Si	13.3384	9.7067	21.4669	0.0594	0.1472	-0.163
Si	8.4446	11.0598	24.202	-0.0078	0.085	0.0639
Si	8.1248	14.1711	19.3038	-0.3998	-0.1161	-0.5078
Si	14.5947	5.0418	19.7789	-0.0165	-0.0841	-0.1182
Si	13.7252	11.2884	24.1595	0.0095	0.0241	0.1342
Si	11.0924	13.6528	18.9367	0.3705	0.0716	-0.6046
Si	3.2397	7.1033	23.5636	0.0282	0.0021	0.0287
Si	14.2969	7.3558	26.1175	-0.0587	-0.0191	0.1598
Si	14.5339	15.0833	26.2605	0.0104	-0.0136	0.092
Si	10.6545	2.0545	25.1385	-0.0351	-0.012	0.117
Si	1.4935	12.2255	21.0729	0.0425	-0.0708	0.0177
Si	3.0443	3.5258	25.9838	0.0924	0.0654	0.1566
Si	1.3754	-0.1985	24.4051	-0.1245	-0.019	0.0935
Si	14.0597	14.3151	23.5157	0.0807	0.0467	0.0714
Si	7.9064	1.4305	20.895	0.0323	-0.0966	-0.0313
Si	10.7368	4.8905	19.4496	0.0677	-0.0984	-0.2228
Si	13.3068	6.9072	21.7983	0.1221	-0.0105	-0.0356
Si	6.6075	-0.2656	26.082	0.0402	0.0145	0.1017
Si	11.0969	11.1449	26.0257	0.036	-0.0155	0.0198
Si	9.8982	4.9072	25.6558	-0.0202	-0.1801	0.1301
Si	6.6563	8.9425	25.2567	-0.0442	0.104	0.0914
Si	8.6041	0.2012	23.6238	-0.0576	0.0067	0.0183
Si	15.3601	13.4901	0.6343	-0.0163	0.0027	0.0013
Si	15.349	1.9576	0.651	-0.0007	0.0042	0.0007
Si	15.3392	5.7904	0.6558	-0.0101	-0.0013	0.004
Si	15.3656	9.661	0.6492	-0.0135	-0.0024	0.0001
Si	3.7846	13.511	0.6209	0.0041	-0.0029	-0.0036
Si	3.7656	1.9242	0.6751	0.0064	0.0003	0.0058
Si	3.7752	5.8312	0.6486	0.0069	0.0044	-0.0027
Si	3.7827	9.6525	0.6405	0.0107	0.0083	0.002
Si	7.6528	13.4968	0.6383	-0.0026	0.0039	-0.0001
Si	7.653	1.9587	0.6645	-0.0069	-0.0062	-0.0001
Si	7.6537	5.7949	0.658	0.0025	-0.0016	0.0099
Si	7.6366	9.6852	0.6636	-0.012	-0.0024	0.0076
Si	11.4763	13.5256	0.6765	0.0078	-0.0031	0.0095
Si	11.4715	1.9516	0.6803	0.0088	0.0101	0.0058
Si	11.4568	5.831	0.6733	0.0026	-0.0095	0.01
Si	11.4774	9.636	0.6907	0.0052	0.0041	0.0045
Si	1.8802	13.5014	2.0153	0.0021	-0.001	-0.0047
Si	1.8596	1.9521	2.0465	0.0059	-0.0028	-0.0028
Si	1.8669	5.8103	2.0299	-0.0005	0.0005	-0.0075
Si	1.8799	9.6563	2.0296	0.0011	0.0007	-0.0072
Si	5.7145	13.5065	1.9856	-0.0031	-0.005	-0.0016
Si	5.7132	1.9525	2.0075	-0.0052	-0.0008	0.0004
Si	5.7112	5.8082	1.9985	0.0104	-0.001	-0.0053
Si	5.7062	9.6617	2.0063	0.0037	-0.0004	-0.0031
Si	9.5553	13.5059	2.033	0.0023	0.0021	-0.001
Si	9.5574	1.9553	2.0474	0.0037	-0.0008	0.0046
Si	9.5515	5.8147	2.0479	0.0022	0.0057	-0.0038
Si	9.5518	9.6577	2.0398	-0.0021	-0.0018	0.0012
Si	13.4261	13.505	2.0012	-0.0083	0.0031	0
Si	13.4167	1.9562	2.0115	-0.0028	-0.0031	0.0008
Si	13.4054	5.8098	2.0078	-0.0033	0.0069	-0.0035
Si	13.4283	9.6542	2.0089	-0.002	0.0017	-0.0017
Si	1.8655	0.0268	3.397	-0.0069	0.0078	0.0077
Si	1.8742	3.887	3.3938	0.0083	-0.0029	0.0067
Si	1.8663	7.7324	3.3908	0.0018	-0.0009	0.0057
Si	1.8787	11.5823	3.3845	-0.0047	-0.001	0.0062
Si	5.7175	0.0316	3.3688	0.0015	0.0013	-0.0018
Si	5.7083	3.8844	3.3636	0.002	-0.0016	-0.0002
Si	5.7164	7.7328	3.3627	0.0005	0.0041	-0.0007
Si	5.7092	11.5875	3.3607	-0.0063	-0.0055	-0.0037
Si	9.5532	0.0339	3.4033	-0.0084	-0.0022	0.0039
Si	9.561	3.8858	3.3992	0.0016	0.0046	0.0029
Si	9.5481	7.7376	3.4018	-0.0113	-0.0043	0.0061
Si	9.5646	11.5827	3.3922	-0.0033	-0.0011	0.0011
Si	13.4174	0.0347	3.3771	0.0031	-0.0007	0.0025
Si	13.4097	3.885	3.3722	0.0072	0.0037	-0.0021
Si	13.4167	7.732	3.3732	0.0042	-0.0018	0.0011
Si	13.4158	11.581	3.3665	-0.0005	0.0011	0.0025
Si	-0.0586	0.0335	4.7545	-0.0026	-0.0065	0.0011
Si	-0.059	3.8893	4.746	-0.0023	0.0059	-0.0003
Si	-0.0592	7.7317	4.7482	-0.0047	0.004	-0.002
Si	-0.0536	11.5804	4.7374	-0.001	0.0008	0.0004
Si	3.8023	0.0353	4.7431	0.0015	-0.0025	0.0017
Si	3.8024	3.8867	4.7468	0.0051	0.0034	0.0011
Si	3.8016	7.7312	4.7362	0.0086	-0.0045	-0.001
Si	3.8032	11.5813	4.7419	0.0051	0.0053	-0.0034
Si	7.6248	0.0359	4.7516	-0.0015	-0.0041	-0.0001
Si	7.6234	3.8885	4.7417	-0.0002	0.0025	0.0038
Si	7.6207	7.7357	4.7482	-0.001	0.0028	0.0011
Si	7.6269	11.582	4.7338	-0.0064	-0.0029	-0.0029
Si	11.4916	0.0342	4.7442	-0.0057	-0.0038	0.0029
Si	11.4931	3.8876	4.7465	0.0032	-0.0076	-0.0022
Si	11.4909	7.7358	4.738	0.0012	0.0102	-0.001
Si	11.4967	11.5788	4.7382	-0.0029	0.0004	-0.0012
Si	-0.0572	13.4953	6.1113	-0.0019	0.0043	0.0033
Si	-0.0595	1.9636	6.1085	0.0054	-0.0019	-0.0013
Si	-0.0636	5.8121	6.1136	0.008	0.0053	0.0003
Si	-0.0602	9.6579	6.1025	0.0054	-0.0004	-0.0015
Si	3.8085	13.4988	6.1071	-0.0041	-0.002	-0.0034
Si	3.8068	1.9619	6.105	-0.0024	-0.0007	-0.0013
Si	3.8052	5.8139	6.1057	-0.0018	0.0035	-0.0036
Si	3.8053	9.6543	6.0995	-0.0035	-0.0033	-0.0057
Si	7.6259	13.4962	6.1059	0.0022	-0.0037	-0.0046
Si	7.6231	1.9648	6.1048	0.0008	-0.0063	-0.0026
Si	7.6195	5.8132	6.1069	0	0.0016	-0.0007
Si	7.6239	9.6622	6.101	-0.001	0.0003	-0.004
Si	11.4928	13.4956	6.1053	-0.0012	-0.0025	0.0027
Si	11.4882	1.9627	6.1045	-0.0026	0.0053	-0.0036
Si	11.49	5.8151	6.1057	-0.005	0.0009	-0.0039
Si	11.4908	9.6569	6.102	-0.0047	-0.0022	0
Si	1.8804	13.4945	7.4528	-0.0001	0.0006	-0.0012
Si	1.8773	1.9638	7.4521	0.0017	-0.0005	0.0009
Si	1.8755	5.8182	7.4524	0.0105	-0.0033	0.0031
Si	1.8746	9.6533	7.4458	-0.0059	0.0053	-0.0072
Si	5.7193	13.4962	7.4909	-0.0069	-0.0056	-0.0007
Si	5.717	1.9658	7.4911	0.0032	-0.0013	0.0015
Si	5.7125	5.8189	7.495	0.005	0.0048	0.0047
Si	5.7159	9.6586	7.483	0.0042	0.0044	-0.0036
Si	9.5564	13.4913	7.4495	-0.0085	0.0015	-0.0034
Si	9.553	1.9705	7.4522	0.0018	-0.0067	-0.0075
Si	9.5524	5.8199	7.4495	0.0038	0.0018	-0.001
Si	9.5544	9.6591	7.4474	-0.0056	0.0016	-0.0071
Si	13.4082	13.4926	7.4793	-0.0078	-0.005	0.0013
Si	13.4039	1.961	7.4774	-0.0035	-0.004	-0.0076
Si	13.4019	5.8161	7.4872	0.0098	0.0037	0.0025
Si	13.4073	9.6565	7.4745	0.0033	0.0037	-0.0018
Si	1.8916	0.0338	8.8017	-0.0063	0.0032	-0.0065
Si	1.8761	3.8941	8.8025	-0.0025	0.0026	-0.0008
Si	1.8765	7.7403	8.8147	0.0046	0.0042	-0.0051
Si	1.8818	11.5685	8.8083	0.0083	-0.0089	-0.0087
Si	5.7239	0.0359	8.8516	0.0068	-0.0062	0.0066
Si	5.7153	3.8934	8.8581	-0.0018	-0.0071	0.0092
Si	5.7175	7.7475	8.8636	-0.0017	-0.0005	-0.0009
Si	5.7209	11.5715	8.8598	-0.0072	0.0032	0.0009
Si	9.56	0.0345	8.7918	-0.0029	-0.0008	-0.0075
Si	9.5343	3.9011	8.8078	0.0042	-0.003	-0.005
Si	9.5467	7.7425	8.8115	0.004	0.0009	-0.0036
Si	9.5516	11.5715	8.8165	-0.0004	-0.0032	-0.0014
Si	13.4059	0.032	8.836	-0.0008	0.0008	0.0002
Si	13.3922	3.8848	8.8425	-0.0014	-0.004	0.0055
Si	13.4004	7.7448	8.8532	-0.0049	0.0061	0.0123
Si	13.4086	11.5705	8.8478	-0.0019	0.0059	0.0067
Si	-0.0236	0.0214	10.1537	-0.0228	0.0003	-0.0022
Si	-0.038	3.8846	10.1631	-0.0122	-0.0033	-0.0095
Si	-0.0332	7.7393	10.1852	-0.0112	-0.0038	0.0017
Si	-0.0241	11.5621	10.1784	-0.0296	0.0151	-0.0092
Si	3.7883	0.0323	10.2009	0.0275	-0.0072	0.0041
Si	3.7732	3.8957	10.1955	0.0134	0.0146	-0.0032
Si	3.7767	7.7617	10.2093	0.0194	-0.0124	0.0008
Si	3.7798	11.5656	10.2009	0.0061	0.0014	-0.0061
Si	7.6721	0.0421	10.1862	-0.0211	-0.0008	-0.006
Si	7.6457	3.9181	10.2213	-0.0246	-0.0039	0.0055
Si	7.656	7.7485	10.2171	-0.016	0.0019	0.0107
Si	7.6559	11.5635	10.2165	-0.0274	-0.0059	0.0022
Si	11.4563	0.0232	10.1738	0.0279	0.0112	-0.0055
Si	11.436	3.8933	10.1766	0.0273	-0.0029	-0.0027
Si	11.4458	7.7578	10.1918	0.0235	-0.0015	-0.0064
Si	11.4602	11.5719	10.1866	0.0278	0.002	0.0013
O	3.3907	8.8186	16.9284	-0.4993	-0.2268	0.1481
O	0.0363	13.6075	18.3251	0.0623	-0.1708	0.2096
O	1.5461	3.5082	25.3742	-0.2668	0.0941	0.2557
O	0.6273	2.1936	18.0227	-0.0679	0.3003	0.2021
O	13.4425	1.9292	17.37	0.1222	0.2146	0.2188
O	7.8547	9.5474	24.3304	0.0561	-0.2875	-0.4348
O	1.7159	2.5845	20.3726	-0.056	-0.1733	0.1356
O	0.2123	9.305	18.3269	0.0494	-0.4446	0.1745
O	14.6746	7.1307	22.6165	0.2159	-0.2225	0.1031
O	4.0055	13.5177	18.4518	-0.1268	0.4592	0.2348
O	3.2516	5.2874	18.3581	-0.3986	-0.4173	-0.0539
O	0.5069	4.9601	20.7	0.0111	0.6125	0.2959
O	5.7357	9.8168	17.5852	0.0872	-0.1738	0.4105
O	7.1268	11.9182	24.6649	-0.0661	0.3888	0.6773
O	3.5903	8.1409	22.3881	0.3083	0.0907	0.0999
O	3.2364	1.9031	18.325	0.2666	0.2348	0.4119
O	8.3086	1.8297	18.0078	0.0184	-0.0402	0.0151
O	5.5867	5.8119	17.327	-0.0319	-0.1145	0.4604
O	7.8759	5.9953	18.5011	0.1123	0.0501	0.0591
O	8.2406	9.5441	18.3585	0.2204	-0.0446	-0.203
O	5.2778	4.6412	19.9354	0.1017	-0.0088	-0.7021
O	7.0648	9.0015	26.8232	0.3925	-0.2104	-0.1095
O	11.7304	5.5865	18.3884	0.0758	0.3876	0.5206
O	11.5745	9.7196	18.4152	-0.4161	-0.4437	0.2439
O	14.7679	2.5382	24.2826	-0.1421	-0.2022	0.3638
O	6.5846	7.3704	24.8891	-0.1009	-0.0929	-0.536
O	2.6018	10.5196	24.5878	0.1722	0.173	-0.0605
O	5.591	3.928	22.4875	-0.2765	-0.2769	-0.0847
O	8.7368	11.6324	22.6999	0.239	-0.3483	-0.2151
O	4.2405	5.8688	23.6022	0.1761	0.3236	0.0481
O	5.7202	1.9993	17.443	0.0663	0.2122	0.4407
O	1.3399	3.6029	22.7566	0.26	0.1521	-0.0894
O	9.3815	1.8504	20.3368	0.3918	-0.2487	0.5435
O	12.5723	8.2933	21.4544	-0.4801	0.0081	-0.15
O	3.2733	7.9521	24.9375	0.0104	-0.5457	0.3736
O	0.9856	11.1957	19.9501	-0.0348	0.333	-0.5368
O	13.2945	15.0337	22.305	-0.3122	0.3042	0.1535
O	12.4204	1.5159	20.6897	-0.2569	-0.0322	0.0809
O	7.0819	13.8871	27.0217	0.2509	-0.0324	-0.0108
O	5.0588	14.8897	25.6778	-0.2015	0.4866	-0.1909
O	14.5194	6.0778	27.065	0.0682	0.1349	-0.3912
O	8.0595	7.8091	20.3948	-0.0567	0.0243	0.3213
O	0.912	9.1055	23.2039	0.1679	0.0307	-0.6213
O	10.9541	9.8032	26.9181	-0.1241	-0.1976	-0.3751
O	4.0753	3.4963	24.7277	-0.0702	-0.5221	-0.0413
O	9.8698	6.004	20.2054	0.4489	0.484	0.1564
O	3.5079	10.9415	18.5478	-0.4694	-0.2653	0.1874
O	4.6544	12.6882	24.3168	-0.1716	-0.1492	-0.0704
O	13.1556	4.5839	24.6975	0.2303	0.0809	0.2093
O	14.4986	11.1916	27.8407	0.0066	0.0787	-0.3007
O	3.223	4.8469	26.9037	0.2719	-0.0308	-0.4996
O	3.1022	7.2722	27.8928	0.148	0.0746	-0.2375
O	7.974	1.1788	22.4915	-0.4277	0.5296	0.0749
O	10.6133	4.8016	27.1098	0.1291	-0.3831	0.0673
O	0.2881	14.4929	23.4251	0.2994	-0.1052	-0.3903
O	14.1477	1.0116	27.0877	-0.164	0.0119	-0.3712
O	9.8653	0.884	24.3606	0.3057	-0.1938	-0.1177
O	7.4784	0.0859	20.0682	-0.3641	0.2063	0.2221
O	0.1569	7.5009	25.1223	0.4255	-0.014	0.0978
O	6.9126	11.3494	27.8517	-0.2912	-0.0573	-0.3906
O	10.7819	5.8443	24.7169	-0.252	0.4948	-0.3565
O	10.7264	12.1089	19.2871	-0.1487	-0.2253	0.1321
O	3.2489	2.2223	26.9163	0.0996	-0.0922	-0.3861
O	12.5278	11.1256	25.2476	0.1191	-0.1328	0.148
O	2.9978	4.79	21.0307	0.278	0.1968	0.6147
O	14.3133	13.7135	27.0752	-0.0169	-0.0714	-0.4441
O	5.5677	10.9683	22.5738	-0.3774	-0.5779	0.0708
O	13.2623	3.3506	22.3547	0.1081	0.0445	0.1562
O	14.4722	3.5309	27.8217	0.2548	0.0378	-0.1515
O	7.5109	-0.1656	24.7554	-0.1595	-0.2836	-0.0695
O	7.4887	5.2538	21.0539	-0.02	-0.1122	0.5263
O	6.8571	3.5502	27.8801	0.2209	-0.0345	-0.4924
O	1.6703	1.3046	23.9125	0.5216	-0.0532	-0.5303
O	3.2851	9.6948	26.9148	0.0444	0.5343	-0.1171
O	3.0788	-0.1947	27.9083	-0.1605	-0.0327	-0.0902
O	4.6251	9.5226	20.5559	0.0311	-0.0762	-0.4781
O	14.3764	0.0043	19.9352	0.0255	0.5107	-0.3169
O	14.2119	8.7063	26.9901	-0.2617	0.0195	-0.4353
O	8.5094	5.6754	25.7728	0.0672	0.3174	0.072
O	5.2056	9.6768	25.0701	0.0436	0.3576	-0.2321
O	13.5939	6.1235	20.4335	-0.3795	0.0835	-0.1715
O	10.9731	1.688	18.1724	-0.0299	-0.4487	0.0763
O	11.4628	3.9725	20.5496	-0.1871	-0.1283	0.2583
O	6.6533	13.3039	22.5516	-0.176	0.6169	-0.1089
O	6.4106	6.0627	27.1691	-0.4755	0.4228	-0.0823
O	1.7324	6.584	23.3005	-0.1766	-0.6111	-0.4031
O	13.6491	12.763	23.5179	-0.1288	-0.141	-0.1968
O	0.7218	-0.1843	25.8904	0.1863	-0.1453	0.5553
O	10.8239	14.908	27.8819	-0.0016	-0.0722	-0.4923
O	10.8282	1.7821	26.7195	0.2679	0.0854	-0.2051
O	9.7225	3.9066	18.645	-0.1249	0.173	-0.2492
O	12.1134	2.2018	24.4575	0.0412	-0.3225	-0.0263
O	10.7742	7.3569	27.8697	-0.1107	0.0567	-0.5356
O	12.3208	6.1109	22.765	-0.5432	-0.295	-0.381
O	11.0057	12.4378	26.9932	0.1592	0.0632	-0.499
O	12.3952	10.7438	20.674	0.1709	0.4285	0.1921
O	13.6256	14.9952	24.9265	-0.5558	0.4719	0.0921
O	9.6637	14.4428	18.7978	0.0378	0.2727	-0.5357
O	1.3411	11.6292	22.5586	0.2733	0.2172	0.1257
O	9.8444	9.8485	20.3675	0.1174	0.0071	0.3148
O	-0.3415	5.5335	18.3187	0.5317	-0.1285	0.3785
O	0.6327	13.5712	20.8775	-0.1245	0.1368	0.5325
O	3.0375	12.5189	20.7075	0.1982	-0.0045	0.4137
O	6.3039	4.7848	24.8219	0.1959	-0.5084	0.1672
O	13.8918	3.5776	19.7999	0.2366	-0.4218	-0.2252
O	9.8116	11.2132	25.0374	-0.055	0.0244	-0.2296
O	1.5521	0.1465	19.3677	0.2852	-0.3722	0.2448
O	-0.1181	11.0373	24.6784	-0.0162	-0.1457	0.4272
O	7.2288	10.178	20.7272	0.0997	0.3974	0.0302
O	9.0777	14.2473	22.8294	0.4016	0.0758	-0.1025
O	6.752	1.1163	26.9074	-0.0766	0.1863	-0.4892
O	13.4999	10.2123	22.9816	-0.0759	-0.3098	0.2786
O	8.2885	13.063	20.5003	0.017	-0.5382	0.0487
O	5.4439	11.9213	20.05	0.4596	0.2576	-0.0493
O	14.7762	9.4048	20.7904	-0.0886	0.0018	0.2134
O	6.8909	2.6616	20.6288	-0.355	0.1014	-0.4454
O	2.7522	14.3814	24.4562	0.095	-0.1134	-0.389
O	4.0275	7.0383	20.0723	0.1779	0.1221	-0.009
O	3.4183	13.0041	26.6464	-0.1086	-0.4078	-0.3269
O	11.9478	14.3465	20.1334	-0.0303	-0.0986	0.3265
O	2.0063	8.7804	20.2928	0.008	-0.3376	-0.2288
O	9.7911	3.4262	25.0223	-0.5808	-0.157	-0.2808
O	12.9708	7.1558	25.2121	-0.4697	0.3654	-0.187

Results
total energy: -88163.738 eV
total energy less fixed offsets of O -438.35, Si -107.03 eV per atom: 2.912 eV
